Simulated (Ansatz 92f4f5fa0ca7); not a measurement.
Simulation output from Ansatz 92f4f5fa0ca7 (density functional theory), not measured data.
Periodic cell of 210 atoms, Si128O78B4, from a study of silicon, its oxide and their interface. The atomic structure is a simulated model.
Doubt: the cutoff is far below the 930 eV that the study's wrapper takes by default for these files, so forces and energies are approximate.
This geometry differs little from another in the collection (a relaxation step or a small displacement).

Settings: functional PBE; potential files Ansatz PAW; basis plane waves; wave-function cutoff 580 eV; density cutoff ratio 5; exchange-correlation grid ratio 1; k mesh 1 x 1 x 1, Gamma-centred; self-consistency stop 5e-08 eV per atom in the density residual; occupations fixed; spin none; net charge 0.

Cell vectors (angstrom)
a 10.938 0 0
b 0 10.938 0
c 0 0 31.1502

Atoms: element, x, y, z (angstrom)
Si 10.4222 0.5363 23.6991
Si 6.0535 10.2924 23.8325
Si 2.2994 3.1678 23.7192
Si 8.621 2.3924 23.7501
Si 0.7224 5.0505 23.7906
B 4.7304 6.1525 24.5079
B 3.5348 7.4622 24.5231
Si 7.6965 8.4701 23.7797
Si 1.3096 1.4141 25.0025
Si 6.9035 1.2854 25.0017
Si 4.1594 4.2082 24.8707
Si 9.7097 4.1391 24.9647
Si 1.6306 6.883 25.0195
Si 6.6357 6.7259 25.0173
Si 4.0916 9.392 24.8935
Si 9.5274 9.5545 24.9198
Si 2.7504 -0.042 26.2707
Si 8.2474 -0.0359 26.41
Si 0.0018 2.7484 26.4268
Si 5.4752 2.7383 26.2763
Si 2.8012 5.42 26.4443
Si 8.207 5.456 26.3025
Si 0.044 8.192 26.2835
Si 5.4596 8.1937 26.4466
Si 4.1018 1.3673 27.7319
Si 9.5708 1.3673 27.7319
Si 1.3673 4.1018 27.7319
Si 6.8362 4.1018 27.7319
Si 4.1018 6.8362 27.7319
Si 9.5708 6.8362 27.7319
Si 1.3673 9.5708 27.7319
Si 6.8362 9.5708 27.7319
Si 0 0 29.0992
Si 5.469 0 29.0992
Si 2.7345 2.7345 29.0992
Si 8.2035 2.7345 29.0992
Si 0 5.469 29.0992
Si 5.469 5.469 29.0992
Si 2.7345 8.2035 29.0992
Si 8.2035 8.2035 29.0992
Si 1.3673 1.3673 30.4664
Si 6.8362 1.3673 30.4664
Si 4.1018 4.1018 30.4664
Si 9.5708 4.1018 30.4664
Si 1.3673 6.8362 30.4664
Si 6.8362 6.8362 30.4664
Si 4.1018 9.5708 30.4664
Si 9.5708 9.5708 30.4664
Si 2.7345 0 0.6835
Si 8.2035 0 0.6835
Si 0 2.7345 0.6835
Si 5.469 2.7345 0.6835
Si 2.7345 5.469 0.6835
Si 8.2035 5.469 0.6835
Si 0 8.2035 0.6835
Si 5.469 8.2035 0.6835
Si 4.1018 1.3673 2.0507
Si 9.5708 1.3673 2.0507
Si 1.3673 4.1018 2.0507
Si 6.8362 4.1018 2.0507
Si 4.1018 6.8362 2.0507
Si 9.5708 6.8362 2.0507
Si 1.3673 9.5708 2.0507
Si 6.8362 9.5708 2.0507
Si 0 0 3.418
Si 5.469 0 3.418
Si 2.7345 2.7345 3.418
Si 8.2035 2.7345 3.418
Si 0 5.469 3.418
Si 5.469 5.469 3.418
Si 2.7345 8.2035 3.418
Si 8.2035 8.2035 3.418
Si 1.301 1.4017 4.8467
Si 6.8034 1.4286 4.7477
Si 4.1066 4.1217 4.8949
Si 9.564 4.1031 4.6975
Si 1.3881 6.8152 4.7023
Si 6.8008 6.8395 4.88
Si 4.1034 9.5691 4.7393
Si 9.5201 9.6272 4.8241
Si 2.6959 -0.0509 6.0981
Si 8.2304 0.2078 6.2044
Si -0.2073 2.6956 6.2317
Si 5.5308 2.7721 6.3047
Si 2.6633 5.5286 6.2306
Si 8.0648 5.2302 6.1458
Si -0.0634 8.0938 6.0112
Si 5.4386 8.3184 6.2617
Si 4.4748 0.8605 7.3641
B 8.7957 2.1143 6.6435
Si 0.7453 4.5912 7.351
B 7.4992 3.3183 6.6556
Si 3.5357 7.4287 7.4675
Si 9.9565 6.2442 7.204
Si 1.6546 9.0915 7.2968
Si 6.3281 10.2961 7.3902
O 3.9653 0.8107 8.9588
O 6.5958 10.3856 9.0483
O 0.8439 9.6421 8.6542
O 3.9517 7.0998 9.0457
O 9.7553 6.684 8.7849
O 0.9808 4.4894 8.9984
O 7.961 3.165 22.3742
O 0.1415 11.0811 22.2206
O 0.5349 5.7005 22.2608
O 2.5831 2.5381 22.1856
O 5.8619 -0.1747 22.2639
O 8.0819 7.8275 22.2777
Si 10.9856 9.1968 13.9447
Si 5.8915 8.1173 16.358
Si 9.1487 0.944 19.1059
Si 3.2397 7.0933 17.5141
Si 2.2752 4.5577 18.935
Si 0.7145 2.4071 14.5198
Si 7.1544 5.7475 11.561
Si 8.6457 3.1649 20.8907
Si 5.5031 3.3296 11.9841
Si 1.2405 3.6634 10.3666
Si 2.4472 0.7391 18.2664
Si 2.9274 9.3525 19.6913
Si 5.9662 3.5523 16.1082
Si 3.115 2.2789 20.6731
Si 7.2806 5.9455 14.5939
Si 6.1719 1.2139 14.2698
Si 9.9744 4.7853 15.5935
Si 8.3592 3.6354 18.0262
Si 10.7168 1.4864 11.6879
Si 4.0016 9.9882 14.6239
Si 3.5986 1.5375 10.3604
Si 6.8076 9.3755 10.3002
Si 5.0927 -0.2089 20.8476
Si 0.5399 9.5859 10.2384
Si 2.4645 10.0644 12.1874
Si 8.8853 7.8693 20.8536
Si 7.2468 9.5464 18.8341
Si 8.4343 10.6761 12.7981
Si 3.0517 5.3768 12.3597
Si 10.7685 5.293 20.8524
Si 9.17 7.4194 10.0851
Si 1.4747 6.6139 14.8621
Si 4.7125 7.2155 10.4762
Si 2.8959 3.0614 16.4729
Si 1.1566 10.6554 16.0015
Si 0.0786 10.289 20.8027
O 7.8379 8.2649 9.7015
O 9.9875 9.0498 20.949
O 8.1051 4.0485 19.6066
O 4.8166 7.2316 17.1768
O 11.0176 9.5216 15.5546
O 9.358 4.5663 17.106
O 3.1927 1.5832 17.0947
O 4.0524 9.4294 20.8842
O 0.7443 1.9715 12.9457
O 8.4961 1.5884 20.4683
O 3.2762 3.7527 19.9654
O 0.9428 5.1671 19.6568
O 3.128 0.49 11.5466
O 2.3702 7.2207 16.1167
O 6.0299 2.286 13.0856
O 8.4163 10.6016 18.4576
O 6.6548 9.0696 17.4097
O 5.0705 8.9716 15.2592
O 6.1729 10.4215 19.6798
O 3.6529 6.7126 11.618
O 0.6307 7.6657 13.9012
O 10.3098 8.4879 10.6288
O 10.3896 3.3908 14.8414
O 4.7398 0.4691 14.4006
O 1.948 9.1213 10.9602
O 9.4839 9.5169 13.3497
O 2.6675 10.2258 15.5279
O 4.436 1.3069 20.7061
O 6.0237 6.2444 10.4933
O 2.0514 1.5528 19.6345
O 3.5019 10.525 18.6939
O 4.9097 2.4231 10.7663
O 0.5233 1.0788 15.4041
O 2.3641 2.5365 10.0631
O 4.2984 4.3122 12.5256
O 6.3693 4.659 14.9884
O 2.7308 8.0995 18.6956
O 8.858 5.5489 14.6834
O 5.3499 8.7201 10.7189
O 6.8815 4.1338 11.5764
O 6.9134 6.369 13.0609
O 0.2009 0.1872 10.746
O 6.8364 3.7628 17.4617
O 1.1792 -0.0548 17.6083
O 10.1619 3.7776 21.072
O 6.3923 2.0466 15.6478
O 9.2475 1.0732 12.2817
O 7.8239 8.2481 19.6591
O 1.8658 3.7079 17.583
O 1.811 4.6962 11.5143
O 4.3603 3.7552 16.3333
O 2.1546 3.05 15.0086
O 1.5189 9.6509 20.4252
O 7.4972 10.095 11.5912
O 10.5762 0.39 19.6336
O 3.5718 9.3841 13.1634
O 10.7901 2.8469 10.7609
O 9.6331 6.4387 20.5242
O 6.983 7.1909 15.5933
O 1.1034 10.1905 13.1466
O 7.4264 0.1981 14.0041
O 0.3841 5.689 15.6419
O 9.102 2.1578 18.002
O 2.4686 5.8126 13.8317
O 8.6649 6.2367 11.1209
O 3.2036 5.6963 18.2996

Results
free energy: -126348.036 eV
free energy less fixed offsets of B -154.04, O -568.88, Si -635.61 eV per atom: -1.156 eV

Forces (eV/angstrom), in the order of the atoms: element, x, y, z
Si 0.0061 -0.0087 0.0149
Si -0.0478 0.0133 0.0251
Si 0.0501 -0.0092 0.0218
Si -0.0071 0.0134 0.0237
Si -0.0071 0.0445 0.0316
B 0.025 -0.0148 0.0559
B -0.1224 -0.0384 0.0495
Si -0.0018 -0.0517 0.0244
Si -0.0164 -0.0034 -0.0102
Si 0.0153 0.0016 -0.0158
Si -0.046 0.0654 -0.0093
Si 0.0012 -0.0184 -0.0193
Si 0.2014 0.0123 -0.0007
Si -0.1005 0.0238 0.014
Si 0.043 -0.0594 0.0226
Si -0.0046 0.0132 -0.0089
Si -0.0052 -0.0085 -0.0098
Si -0.0007 -0.0006 -0.002
Si -0.0016 0.0038 -0.006
Si 0.0105 0.0106 -0.0046
Si -0.0384 -0.032 -0.0619
Si -0.0115 0.0012 -0.0159
Si 0.0108 -0.0037 -0.013
Si 0.0346 0.0305 -0.0466
Si -0.0292 -0.0408 -0.7389
Si 0.0732 -0.0206 0.4249
Si 0.0515 -0.1397 0.6574
Si 0.1026 -0.1572 -0.488
Si 0.1102 -0.1096 0.8997
Si 0.0426 0.0775 -0.6298
Si 0.0227 0.048 -0.5089
Si 0.1409 0.1525 0.5145
Si 0.0103 0.0787 -0.0046
Si 0.053 0.0006 -0.0262
Si -0.0772 0.0413 -0.0041
Si -0.0452 -0.0883 -0.0075
Si 0.0715 0.0295 -0.033
Si -0.0488 0.1234 0.0266
Si -0.0332 -0.1044 -0.0041
Si -0.0332 0.009 -0.0139
Si 0.0318 -0.0358 -0.0127
Si -0.0156 0.0195 0.0119
Si 0.055 -0.0685 -0.0445
Si 0.0015 0.004 -0.0137
Si -0.0375 0.0475 0.0112
Si 0.108 -0.0446 -0.0152
Si -0.0044 0.028 -0.0062
Si 0.0107 -0.0096 -0.048
Si -0.0541 0.0048 0.0244
Si 0.0429 -0.0381 -0.0072
Si 0.0445 -0.0297 0.0042
Si -0.0867 0.064 0.0312
Si 0.0157 -0.048 -0.0032
Si -0.0614 0.0776 0.0355
Si -0.0566 0.003 0.0345
Si -0.0418 -0.0393 0.0022
Si 0.0806 -0.031 0.0572
Si -0.0996 -0.039 -0.0222
Si -0.0487 0.0407 -0.033
Si 0.1063 -0.0729 0.004
Si -0.0602 0.0278 -0.0206
Si 0.0688 -0.0281 0.0317
Si 0.0519 -0.0206 0.029
Si 0.01 0.0263 0.03
Si -0.082 0.08 0.2891
Si -0.1145 0.0328 -0.4368
Si -0.0668 0.1303 0.7381
Si -0.055 0.0803 -0.7567
Si 0.1903 -0.0317 -0.7007
Si -0.1824 0.1269 0.5667
Si 0.2427 -0.0012 -0.5309
Si -0.2628 -0.0167 0.5841
Si -0.0065 0.0034 0.0149
Si 0.0007 0.0211 0.1065
Si 0.0253 0.0042 0.0073
Si 0.0517 0.0494 0.042
Si -0.0031 0.0039 0.0032
Si 0.0104 -0.0105 0.018
Si 0.0042 0.0085 0.0032
Si 0.0089 0.0227 0.0218
Si -0.0145 -0.0333 0.0072
Si -0.0403 0.0759 0.0091
Si -0.135 0.0353 -0.0303
Si 0.207 -0.0063 0.0315
Si -0.0095 0.0185 0.0139
Si 0.0317 -0.1088 -0.0417
Si 0.0094 -0.0076 0.014
Si -0.0148 0.0045 0.012
Si -0.0159 0.051 -0.0024
B 0.0328 -0.0558 -0.0465
Si 0.0101 -0.0437 -0.0105
B -0.2083 -0.0579 -0.0639
Si 0.0099 -0.0117 -0.0062
Si -0.0518 -0.0046 -0.0134
Si -0.0174 0.0024 -0.0123
Si 0.0541 -0.0121 -0.0217
O -0.0051 -0.0087 -0.0039
O -0.0076 0.0054 -0.008
O 0.0082 -0.0042 -0.0248
O -0.0028 0.0039 -0.0123
O 0.0092 -0.0021 -0.0037
O -0.0008 0.0076 0.001
O 0.0044 -0.0043 0.0116
O -0.0027 0.0057 0.0156
O 0.0006 -0.0111 -0.0029
O -0.0084 -0.0051 -0.0028
O 0.0089 0.0013 0.0038
O 0.0003 0.0036 -0.0056
Si -0.0027 -0.0019 0.0029
Si -0.0012 0 -0.0017
Si -0.0009 -0.001 -0.0042
Si 0.0002 -0.0002 -0.0024
Si -0.0019 0.0007 -0.0016
Si -0.0018 -0.0009 0.0017
Si -0.0036 0.0001 -0.0009
Si -0.0018 -0.0035 -0.0089
Si -0.0002 -0.0023 0.0013
Si 0.0012 -0.0008 0.0019
Si 0.0005 -0.0015 -0.0031
Si -0.0006 -0.0023 -0.0001
Si -0.0017 -0.0019 -0.0015
Si -0.006 -0.0008 -0.0002
Si -0.0001 -0.0005 0.0027
Si -0.0015 -0.001 0.0015
Si -0.0001 -0.0012 -0.0014
Si -0.0016 -0.0002 -0.0059
Si -0.0018 -0.002 0.0016
Si 0.0007 -0.0015 0.001
Si 0.0016 -0.0036 -0.0051
Si -0.0015 0.0017 0.0007
Si -0.0015 -0.0001 -0.004
Si -0.0024 0.0016 0.0115
Si -0.0002 -0.0026 0.0031
Si -0.0019 0.0057 -0.0054
Si -0.0028 -0.002 -0.003
Si -0.0022 -0.0014 0.0033
Si 0.0004 -0.0014 0.0022
Si 0.0031 -0.0002 -0.0059
Si -0.0009 0.0004 0.0016
Si -0.0009 -0.0002 0.0002
Si 0.0036 -0.0034 0.0033
Si 0.0002 -0.0033 0
Si -0.0009 -0.0025 -0.0022
Si 0.0012 -0.0058 -0.0131
O 0.0005 -0.0008 -0.0012
O -0.0015 0.0021 0.0039
O 0.0012 -0.001 0.0066
O -0.0011 -0.0007 0.0006
O 0.0003 0.0001 0.0004
O -0.0023 -0.0013 0.0037
O -0.0007 -0.0007 0.0017
O 0 0.0002 -0.0001
O -0.0017 -0.0008 -0.0014
O -0.0006 0.0002 0.0036
O -0.0007 -0.0002 0.0035
O -0.0027 -0.0024 0.0041
O -0.0008 -0.0007 -0.0004
O 0.0002 -0.001 0.0019
O -0.0013 0.0011 -0.0012
O 0.001 0.0015 0.0014
O 0.0025 0.0003 0.0037
O -0.0013 -0.0001 0.0012
O 0.001 0 0.0022
O -0.0011 0 -0.0021
O -0.0009 -0.0009 -0.0006
O 0.0037 0.0002 -0.0004
O -0.0011 0.0002 0.0005
O 0 -0.0004 0.0007
O -0.0025 -0.0002 -0.0018
O -0.0002 -0.0011 -0.0007
O -0.0014 -0.0005 0.0022
O 0.0024 -0.002 0.0033
O -0.0025 0.0019 0.0007
O -0.0002 0.0019 0.0045
O -0.0026 -0.0015 0.0025
O -0.0001 -0.0007 0.0009
O -0.0005 -0.0004 -0.0004
O -0.0022 -0.0009 -0.0016
O -0.0002 -0.0011 -0.0004
O -0.0005 -0.0008 0.0003
O -0.0018 0.002 0.0043
O -0.0007 -0.0008 0.0001
O -0.0013 -0.0012 -0.0029
O -0.0016 0.0002 0.003
O 0.0003 -0.0014 -0.0007
O 0.0022 -0.0038 0.0015
O 0.0002 -0.0007 0.0022
O -0.0002 -0.0005 0.0022
O -0.0002 -0.0007 0.0042
O -0.0009 0.0014 0.001
O 0.002 -0.0008 0.0009
O 0.0018 -0.0021 0.0048
O -0.0007 0.0011 0.0023
O -0.0008 0.0006 -0.0006
O -0.0007 -0.0005 0.0007
O -0.001 0 0.0001
O -0.0043 0.0006 0.0015
O -0.003 -0.0032 -0.0025
O -0.0007 -0.002 0.0053
O -0.0016 0.0013 0.001
O -0.0008 0.001 -0.0019
O 0.0009 -0.0016 0.0043
O -0.0009 -0.0011 -0.0003
O 0 0.0001 0
O -0.0003 -0.0006 -0.0006
O -0.0018 -0.0009 0.0014
O -0.001 -0.0008 0.0038
O -0.0007 -0.0006 -0.0008
O -0.0006 -0.0001 -0.002
O -0.0019 -0.0028 0.0012

The program warned: the cutoff lies below the one the program advises for these potential files; the forces do not sum to zero within the program's tolerance; the exchange-correlation potential is rough where the density is thin.
